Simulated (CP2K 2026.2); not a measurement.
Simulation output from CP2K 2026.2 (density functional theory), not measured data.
Periodic cell of 534 atoms, Si358O176, from a study of silicon, its oxide and their interface. The atomic structure is a simulated model.
Doubt: the forces sum to 1.32 eV/angstrom along one axis rather than to zero, so they err by at least 0.0025 eV/angstrom per atom on average; the grid cutoff is modest.

Settings: functional PBE; method Gaussian and plane waves; basis set DZVP-MOLOPT-SR-GTH; pseudopotentials GTH-PBE; grid cutoff 350 Ry, relative cutoff 50 Ry; k points Gamma only; occupations fixed; spin none; net charge 0.

Cell vectors (angstrom)
a	16.32	0	0
b	0	16.32	0
c	-0.5908	-0.6134	35.3889

Atoms and the computed forces on them: element, x, y, z (angstrom), force x, y, z (eV/angstrom)
Si	15.922	0.09	0.145	0.131	-0.121	0.775
Si	1.967	3.213	0.032	0.19	-0.241	0.814
Si	16.072	5.377	0.481	-0.058	0.008	0.508
Si	2.227	8.265	0.212	0.013	-0.009	0.766
Si	-0.49	9.939	35.352	-0.223	0.121	0.749
Si	2.341	12.719	35.382	-0.397	0.171	0.682
Si	4.476	-0.483	35.204	0.055	-0.111	0.715
Si	7.165	1.932	35.264	0.295	-0.042	0.65
Si	5.598	4.852	0.263	0.011	-0.034	0.692
Si	8.169	7.531	0.079	-0.127	0.306	0.777
Si	4.96	10.841	0.036	0.249	-0.104	0.674
Si	7.84	12.387	35.137	-0.386	0.292	0.795
Si	10.335	15.262	35.248	-0.209	0.188	0.784
Si	13.059	1.661	35.248	-0.29	0.377	0.753
Si	10.596	5.513	0.146	0.093	-0.241	0.76
Si	13.974	7.597	0.254	-0.047	-0.027	0.835
Si	10.548	10.689	0.115	0.213	-0.026	0.744
Si	13.19	13.768	0.194	-0.091	-0.141	0.735
Si	1.133	1.367	1.337	0.041	0.018	-0.043
Si	3.817	3.882	1.409	-0.014	-0.045	-0.009
Si	1.196	6.735	1.654	0.004	0.029	-0.07
Si	3.866	9.358	1.462	-0.009	0.01	-0.066
Si	1.211	12.195	1.222	0.018	-0.011	-0.033
Si	3.902	14.988	1.335	0.009	-0.022	-0.041
Si	6.625	1.093	1.298	-0.022	0.037	-0.08
Si	9.37	3.795	1.204	-0.036	0	-0.056
Si	6.674	6.485	1.516	-0.006	0.036	-0.062
Si	9.252	9.237	1.364	0.005	-0.033	-0.04
Si	6.669	12.06	1.119	0.042	0.038	-0.039
Si	9.378	14.676	1.175	-0.02	-0.024	-0.052
Si	12.041	1.171	1.204	0.014	-0.025	-0.061
Si	14.632	3.848	1.422	-0.022	-0.051	-0.06
Si	12.17	6.622	1.461	0.004	0.03	-0.035
Si	14.954	9.359	1.442	0.003	0.011	-0.059
Si	12.078	12.025	1.343	-0.021	-0.02	-0.041
Si	14.747	14.896	1.496	0.007	-0.016	-0.038
Si	16.076	2.582	2.789	-0.015	0.026	0.048
Si	2.482	16.249	2.692	-0.049	0.004	0.011
Si	16.18	8.083	2.963	-0.016	0.002	0.065
Si	2.619	5.313	2.842	-0.014	0.006	0.026
Si	16.146	13.447	2.681	0.014	-0.026	0.003
Si	2.522	10.817	2.725	-0.023	0.009	0.027
Si	5.199	2.439	2.69	0.021	-0.017	0.041
Si	8.025	16.046	2.593	0.031	0.016	0.005
Si	5.267	7.95	2.737	-0.004	-0.018	-0.001
Si	8.08	5.123	2.755	0.013	-0.031	0.045
Si	5.353	13.515	2.56	0.012	0.001	-0.006
Si	7.923	10.698	2.643	-0.005	0.025	0.005
Si	10.713	2.504	2.625	0.004	0.023	-0.02
Si	13.368	16.252	2.761	-0.016	0.031	0.045
Si	10.734	7.991	2.735	-0.025	-0.013	0.027
Si	13.369	5.205	2.846	0.031	0.013	0.026
Si	10.696	13.391	2.684	0.002	0.012	0.013
Si	13.468	10.697	2.697	-0.001	-0.027	-0.001
Si	1.174	3.94	4.114	-0.005	-0.03	-0.039
Si	3.88	1.156	4.117	0.008	0.02	0.008
Si	1.242	9.464	4.2	0.026	0.009	0.005
Si	3.958	6.65	4.179	-0.009	0.024	0.029
Si	1.163	14.827	4.042	-0.011	0.042	0.018
Si	3.962	12.165	3.993	-0.017	0.003	-0.017
Si	6.607	3.823	4.051	-0.016	0.012	-0.033
Si	9.351	1.133	3.981	-0.011	-0.022	0.01
Si	6.612	9.352	4.057	0.003	0.014	0.021
Si	9.392	6.576	4.082	0.007	-0.014	-0.021
Si	6.666	14.774	4.032	0.007	-0.036	0.018
Si	9.313	12.042	4.027	-0.002	0.004	-0.008
Si	11.996	3.844	4.127	0.016	-0.02	-0.004
Si	14.75	1.218	4.152	-0.01	0.029	0.018
Si	12.078	9.369	4.08	-0.014	0.005	0.002
Si	14.764	6.62	4.159	0.006	0.018	-0.028
Si	12.035	14.795	4.053	0.019	-0.029	-0.017
Si	14.806	12.078	4.061	0.023	-0.025	0.001
Si	-0.161	-0.162	10.914	0.007	0.002	-0.001
Si	2.549	2.557	10.905	-0.004	0.012	-0.001
Si	-0.163	5.293	10.884	-0.022	0.015	-0.006
Si	2.553	8.01	10.895	0	-0.005	-0.005
Si	-0.162	10.714	10.883	0.01	-0.018	0.003
Si	2.549	13.432	10.895	-0.005	0.005	-0.005
Si	5.267	-0.187	10.873	0.007	-0.014	-0.01
Si	7.967	2.532	10.874	0.01	0.001	-0.002
Si	5.25	5.264	10.908	0.011	-0.001	-0.004
Si	7.971	7.977	10.901	-0.003	-0.002	-0.001
Si	5.255	10.709	10.896	-0.017	0.005	-0.002
Si	7.972	13.409	10.871	-0.01	0.005	-0.008
Si	10.693	-0.186	10.877	0.003	-0.001	0.003
Si	13.423	2.549	10.886	0	0.001	0.005
Si	10.702	5.263	10.872	0	0.006	0.003
Si	13.435	8.008	10.874	0.015	-0.016	0.004
Si	10.695	10.706	10.898	0.001	0	0.009
Si	13.435	13.426	10.894	-0.003	0.008	-0.004
Si	1.206	1.195	12.282	-0.001	0.009	0.016
Si	3.885	3.92	12.29	-0.013	-0.006	0.015
Si	1.189	6.654	12.256	0.005	-0.004	0.001
Si	3.894	9.368	12.28	0.005	0.004	0.007
Si	1.204	12.056	12.254	-0.012	0	-0.004
Si	3.917	14.784	12.248	0	0.008	0.003
Si	6.619	1.163	12.238	-0.016	-0.001	0.002
Si	9.321	3.908	12.214	0.006	0.003	-0.004
Si	6.603	6.626	12.273	0.003	-0.004	0.012
Si	9.325	9.342	12.259	-0.014	-0.027	0.017
Si	6.604	12.075	12.253	0.014	0.001	-0.001
Si	9.327	14.769	12.226	0.001	0	-0.005
Si	12.059	1.174	12.228	-0.006	-0.002	0.005
Si	14.793	3.931	12.228	0.021	0.014	-0.003
Si	12.074	6.633	12.207	0.001	-0.002	-0.008
Si	14.808	9.35	12.243	-0.013	0.011	-0.002
Si	12.075	12.062	12.253	0.018	0.01	0.01
Si	14.801	14.783	12.261	-0.001	-0.003	0.008
Si	-0.164	2.594	13.602	-0.007	0.004	-0.002
Si	2.596	-0.176	13.629	-0.004	-0.019	-0.002
Si	-0.138	8.031	13.636	0.007	-0.008	0.003
Si	2.513	5.303	13.653	-0.004	0.014	0.005
Si	-0.152	13.403	13.607	0.016	0.009	-0.001
Si	2.547	10.729	13.675	-0.004	0.002	0.004
Si	5.262	2.517	13.601	0.012	0.01	-0.003
Si	7.95	-0.227	13.601	0.011	-0.013	0.008
Si	5.239	7.995	13.636	-0.018	-0.017	-0.001
Si	7.971	5.247	13.609	-0.007	-0.003	0.006
Si	5.238	13.417	13.639	-0.006	0.006	-0.001
Si	7.947	10.711	13.609	-0.008	0.012	0.001
Si	10.672	2.536	13.549	-0.003	0.013	-0.008
Si	13.432	-0.165	13.602	0.005	-0.009	0.01
Si	10.705	7.956	13.577	0.017	-0.001	0.003
Si	13.443	5.306	13.578	-0.003	0.014	0.001
Si	10.701	13.436	13.587	-0.006	-0.006	-0.003
Si	13.447	10.692	13.604	0.013	-0.015	0.007
Si	1.165	3.932	15.028	0.002	0.02	-0.002
Si	3.959	1.167	15.024	0.006	-0.007	0.001
Si	1.186	9.396	15.067	-0.005	0.008	0.009
Si	3.845	6.689	15.024	-0.005	0.015	0.003
Si	1.253	14.736	14.944	0.016	-0.016	-0.011
Si	3.906	12.08	15.064	-0.007	0.018	-0.002
Si	6.601	3.875	14.959	-0.004	-0.012	-0.012
Si	9.315	1.16	14.901	0.017	0.011	0.001
Si	6.581	9.369	14.994	0.011	0.018	0.006
Si	9.354	6.599	14.952	-0.005	-0.004	-0.015
Si	6.591	14.751	15.014	-0.006	0.019	0.009
Si	9.336	12.072	14.931	0.003	0.021	-0.007
Si	12.045	3.919	14.855	-0.009	0.004	-0.017
Si	14.794	1.233	14.933	0.002	0.021	-0.004
Si	12.069	9.31	14.924	0.002	-0.013	-0.019
Si	14.812	6.665	14.959	-0.012	-0.031	0.016
Si	12.06	14.794	14.953	0.014	0.011	-0.008
Si	14.816	12.04	14.975	-0.005	-0.03	0.008
Si	-0.097	-0.159	16.174	0.024	0.014	-0.022
Si	2.592	2.563	16.329	-0.024	0.017	0.005
Si	-0.216	5.314	16.391	0.003	0.022	-0.003
Si	2.533	8.072	16.484	0.063	-0.028	0
Si	-0.168	10.756	16.462	-0.012	0.005	0.022
Si	2.559	13.441	16.459	-0.023	0.033	-0.003
Si	5.289	-0.209	16.457	0.01	-0.017	-0.002
Si	7.93	2.444	16.291	-0.029	-0.002	0.005
Si	5.222	5.263	16.268	-0.015	0.003	-0.032
Si	8.02	8.023	16.263	-0.013	-0.005	-0.018
Si	5.227	10.691	16.444	-0.021	-0.015	0.026
Si	7.967	13.37	16.335	0.023	-0.016	-0.002
Si	10.7	-0.126	16.28	-0.016	0.023	0.025
Si	13.38	2.614	16.241	-0.002	-0.005	-0.022
Si	10.701	5.184	16.285	0.014	-0.025	0.038
Si	13.439	8.003	16.317	-0.006	0.017	0.034
Si	10.703	10.685	16.231	0.003	-0.019	-0.02
Si	13.418	13.388	16.269	0.022	0.009	0.015
Si	1.266	1.11	17.596	0.05	-0.021	0.004
Si	3.914	3.951	17.713	0.04	-0.008	-0.004
Si	1.114	6.704	17.78	-0.033	0.005	0.017
Si	3.842	9.452	17.962	-0.051	0.066	0.029
Si	1.182	12.145	17.89	-0.008	-0.021	-0.007
Si	3.942	14.765	17.871	-0.032	0.009	0.004
Si	6.688	1.128	17.831	0.019	-0.002	-0.003
Si	9.344	3.726	17.597	0.04	0.025	-0.052
Si	6.622	6.648	17.505	0.005	-0.009	-0.021
Si	9.399	9.357	17.643	0.009	0.009	-0.019
Si	6.716	11.936	17.77	0.02	-0.018	-0.014
Si	9.313	14.825	17.584	0.004	0.016	-0.04
Si	12.039	1.295	17.627	-0.026	-0.007	-0.021
Si	14.642	3.96	17.677	-0.01	0.042	0
Si	12.102	6.549	17.595	-0.006	-0.038	-0.029
Si	14.691	9.417	17.767	-0.012	0.028	-0.031
Si	12.034	12.001	17.608	0.011	-0.018	-0.024
Si	14.836	14.83	17.451	0.008	-0.012	-0.062
Si	-0.272	2.447	18.723	-0.006	-0.003	0.012
Si	2.598	-0.097	19.219	0.025	0.023	0.011
Si	15.951	7.997	19.14	-0.044	-0.057	0.049
Si	2.495	5.326	19.085	-0.025	0.021	0.051
Si	-0.234	13.667	19.024	0.017	0.023	0.025
Si	2.412	10.858	19.499	0.045	-0.045	0.033
Si	5.35	2.602	19.099	-0.008	0.006	0.037
Si	8.138	-0.24	19.193	0.011	0.031	0.064
Si	5.41	7.978	19.011	-0.007	0.032	-0.006
Si	8.031	5.247	18.731	0.005	0.018	0.03
Si	5.403	13.332	19.107	-0.017	0.021	0.013
Si	8.107	10.559	19.196	-0.015	0.032	0.029
Si	10.634	2.467	19.152	-0.027	-0.051	0.045
Si	13.462	-0.163	18.738	-0.003	0.038	0.04
Si	10.799	7.96	18.88	0.031	0.019	0.053
Si	13.253	5.231	19.176	0.02	-0.033	0.053
Si	10.644	13.403	18.822	-0.031	-0.026	0.017
Si	13.311	10.784	19.17	0.005	-0.072	0.065
Si	1.122	3.663	20.053	-0.021	0.315	-0.683
Si	3.63	1.725	20.443	0.24	-0.451	-0.609
Si	0.796	9.328	20.674	-0.114	0.48	-0.705
Si	4.272	6.401	20.254	-0.327	0.288	-0.688
Si	0.854	15.247	20.476	0.167	-0.197	-0.826
Si	4.161	12.146	20.692	-0.249	-0.243	-0.713
Si	6.607	4.256	20.24	0.21	-0.44	-0.673
Si	9.926	0.628	20.576	-0.236	0.196	-0.688
Si	7.178	8.708	20.434	-0.039	0.203	-0.768
Si	9.411	6.529	20.047	0.057	0	-0.506
Si	6.985	14.47	20.438	-0.119	0.163	-0.712
Si	9.241	12.306	20.325	0.033	-0.231	-0.722
Si	11.484	4.208	20.473	0.188	-0.018	-0.667
Si	14.889	0.997	20.146	-0.017	0.08	-0.669
Si	12.17	9.067	20.415	0.018	0.261	-0.769
Si	14.371	6.829	20.498	0.14	-0.186	-0.781
Si	12.111	14.758	19.964	-0.037	0.013	-0.512
Si	14.349	12.66	20.217	-0.069	-0.108	-0.761
Si	13.202	2.556	22.417	-0.044	-0.052	-0.245
Si	6.742	4.526	23.197	0.02	-0.036	-0.127
Si	3.603	8.546	24.536	0.062	0.044	-0.113
Si	12.297	11.772	27.074	-0.086	0.031	-0.095
Si	4.397	15.33	24.862	0.041	0.099	-0.253
Si	2.801	14.179	22.638	0.02	0.098	0.005
Si	9.52	0.306	23.61	-0.042	0.141	-0.145
Si	6.858	15.697	23.27	0.034	0.022	-0.129
Si	7.344	1.926	24.603	-0.055	-0.184	-0.064
Si	7.734	6.874	25.009	-0.095	-0.06	-0.157
Si	15.128	14.773	24.65	-0.051	0.037	-0.086
Si	2.99	12.831	25.269	-0.01	-0.084	-0.179
Si	3.389	6.362	28.356	0.069	-0.205	0.058
Si	1.545	5.616	26.212	-0.098	-0.159	-0.053
Si	1.645	4.919	23.41	0.027	-0.077	-0.041
Si	15.533	9.73	23.508	0.053	0.032	-0.171
Si	15.231	12.525	23.048	0.133	-0.043	-0.087
Si	4.687	1.84	25.917	0.189	0.08	0.009
Si	15.431	4.644	22.386	-0.07	0.09	-0.273
Si	10.01	8.214	28.562	-0.154	0.004	0.011
Si	5.382	7.714	26.592	-0.072	0.133	-0.086
Si	3.046	11.263	29.39	0.074	-0.05	0.096
Si	10.52	10.65	22.581	0.044	-0.049	-0.291
Si	9.265	10.829	27.306	-0.066	0.09	-0.011
Si	12.483	0.237	24.516	0.033	0.024	-0.248
Si	9.124	6.335	30.812	0.072	-0.141	0.088
Si	13.109	8.038	31.051	0.146	-0.032	0.14
Si	15.38	7.561	25.815	0.071	0.142	-0.126
Si	13.051	11.157	24.183	0.053	-0.113	-0.174
Si	12.204	14.166	28.816	0.028	-0.019	0.04
Si	4.016	3.054	23.108	0.103	-0.06	-0.224
Si	2.771	3.461	27.886	0.076	-0.009	-0.139
Si	2.514	7.352	22.203	0.101	-0.01	-0.12
Si	4.02	10.364	26.51	0.178	-0.067	-0.022
Si	15.364	4.394	29.916	0.088	-0.025	0.019
Si	2.355	-0.51	31.299	0.07	-0.012	0.139
Si	0.113	12.17	29.25	-0.018	-0.146	0.012
Si	5.687	10.167	22.761	0.034	0.101	-0.249
Si	12.698	5.506	29.405	-0.032	-0.05	-0.047
Si	8.08	10.036	24.497	0.01	0.026	0.034
Si	6.482	6.633	32.525	-0.067	-0.094	0.301
Si	1.23	0.97	29	-0.003	0.061	0.155
Si	8.418	0.017	32.927	-0.016	-0.054	0.36
Si	13.139	0.439	27.511	-0.065	0.044	0.021
Si	10.153	5.708	26.56	-0.114	-0.031	0.025
Si	10.675	4.463	32.551	-0.075	0.019	0.138
Si	14.541	2.994	27.268	-0.083	-0.034	0.049
Si	0.051	12.573	26.46	0.008	0.035	-0.206
Si	1.805	8.637	29.436	0.072	-0.032	-0.083
Si	-0.438	0.465	26.586	0.051	0.018	-0.067
Si	-0.128	9.814	27.612	-0.041	0.054	-0.008
Si	13.181	5.564	26.384	0.004	-0.027	-0.045
Si	3.247	1.778	33.241	0.154	-0.016	0.211
Si	3.689	13.868	33.082	-0.139	0.114	0.15
Si	2.33	6.944	32.748	0.154	0.009	0.075
Si	4.287	4.685	32.85	-0.075	-0.095	0.056
Si	5.108	11.861	31.438	0.083	-0.035	0.214
Si	4.573	8.987	32.517	-0.106	0.093	0.185
Si	9.795	2.083	31.15	-0.053	0.068	0.036
Si	15.429	1.818	31.138	0.065	-0.123	0.123
Si	12.117	10.234	29.482	-0.149	0.083	0.187
Si	9.867	4.131	28.99	-0.087	-0.133	-0.017
Si	7.753	13.354	32.053	0.052	0.072	0.179
Si	9.892	12.41	29.822	-0.154	-0.095	0.087
Si	12.53	2.331	32.112	0.065	-0.023	0.264
Si	-0.413	15.603	32.599	-0.018	0.04	0.141
Si	-0.214	7.131	31.037	-0.108	-0.084	0.108
Si	11.981	8.906	33.583	-0.041	-0.003	0.302
Si	14.379	13.404	31.097	-0.115	0.093	0.185
Si	13.917	11.39	33.438	0.218	-0.087	0.137
O	0.965	15.237	31.869	0.063	-0.288	-0.323
O	-0.319	15.208	34.165	0.42	-0.229	-0.362
O	1.866	2.265	33.911	-0.277	0.111	-0.537
O	3.977	0.885	34.407	0.117	0.229	0.081
O	14.469	5.849	35.095	-0.125	0.006	-0.205
O	0.244	3.762	35.102	0.142	-0.079	-0.255
O	3.063	8.36	32.365	-0.456	0.351	-0.05
O	2.287	6.856	34.357	0.421	-0.308	-0.074
O	15.244	10.582	33.946	0.197	-0.093	-0.361
O	0.602	8.774	34.968	0.106	-0.167	-0.615
O	3.272	11.398	35.097	-0.128	-0.163	-0.027
O	2.329	13.506	33.92	-0.484	0.388	-0.531
O	6.498	12.674	31.265	0.056	0.023	-0.583
O	4.727	14.747	33.994	0.307	-0.221	-0.317
O	11.294	1.528	31.434	0.137	-0.728	-0.464
O	7.536	1.016	33.919	-0.255	-0.003	-0.407
O	4.273	5.002	34.427	-0.382	0.68	-0.085
O	6.077	3.15	34.978	-0.151	0.013	-0.472
O	8.846	5.962	35.108	0.08	-0.146	-0.11
O	6.82	7.088	34.045	-0.17	0.015	-0.051
O	4.782	9.424	34.069	0.359	0.045	-0.148
O	8.958	11.86	28.567	-0.487	-0.01	0.089
O	8.931	11.195	34.922	0.085	0.108	-0.064
O	7.625	12.825	33.584	-0.297	0.155	-0.131
O	9.685	-0.468	33.853	0.242	-0.019	-0.251
O	11.506	14.162	34.862	-0.155	0.149	-0.492
O	14.211	0.54	35.02	-0.011	-0.075	-0.088
O	12.653	2.024	33.709	-0.166	0.256	-0.216
O	10.761	4.523	34.153	0.156	-0.338	-0.124
O	11.382	4.594	29.324	0.315	-0.204	0.059
O	12.802	7.779	34.371	-0.089	-0.02	-0.427
O	13.232	9.531	30.417	0.661	0.23	0.205
O	10.546	9.191	34.255	-0.028	-0.438	-0.565
O	11.924	8.254	32.131	-0.369	-0.077	-0.405
O	13.922	12.141	32.015	-0.281	-0.355	-0.231
O	13.628	12.575	34.479	0.271	0.251	0.121
O	0.026	3.999	21.219	-0.156	-0.2	0.093
O	2.247	2.585	20.518	-0.124	-0.038	0.213
O	4.194	1.887	21.984	0.465	-0.17	0.383
O	5.153	4.209	23.084	-0.378	0.123	0.127
O	5.328	9.372	26.727	0.506	0.472	0.083
O	2.389	7.988	23.665	-0.353	0.159	0.387
O	4.013	6.95	21.784	0.445	-0.088	0.353
O	7.962	8.421	24.606	0.051	-0.125	-0.259
O	1.485	14.74	21.894	-0.015	0.092	0.443
O	-0.308	0.028	20.861	-0.003	0.074	0.536
O	3.663	13.503	21.453	-0.009	0.245	-0.153
O	5.058	11.296	21.773	0.421	-0.237	0.073
O	5.34	5.227	20.498	-0.038	0.042	0.412
O	8.863	1.328	24.725	0.299	0.355	0.492
O	9.558	1.025	22.13	0.063	0.567	0.127
O	11.133	15.82	20.795	0.009	-0.183	0.301
O	6.523	9.123	21.857	-0.056	0.086	0.265
O	10.39	5.415	20.849	-0.15	0.027	0.559
O	8.32	7.553	20.805	0	-0.115	0.135
O	8.082	13.326	20.881	-0.282	-0.088	0.383
O	5.937	15.034	24.422	0.361	-0.265	0.316
O	10.158	11.882	21.603	0.515	0.106	0.068
O	11.23	9.502	21.68	-0.375	-0.406	0.246
O	11.914	3.366	21.826	-0.289	-0.122	0.579
O	12.846	1.564	23.64	0.185	-0.053	0.117
O	2.458	6.597	27.073	-0.255	0.378	-0.183
O	13.938	1.689	21.269	-0.321	-0.193	-0.038
O	0.116	6.354	26.098	-0.168	-0.273	0.104
O	-0.273	11.291	23.768	0.52	0.182	0.417
O	2.053	8.372	21.072	0.194	0.075	-0.365
O	14.91	6.1	21.875	0.222	0.05	0.296
O	11.523	11.085	23.748	-0.245	0.08	0.359
O	13.181	13.733	20.731	-0.102	0.107	0.2
O	13.299	7.996	20.955	0.127	-0.099	0.501
O	15.248	12.159	21.484	0.579	-0.421	0.116
O	3.981	2.64	27.142	0.076	0.153	0.37
O	15.493	2.03	26.361	0.16	0.155	-0.395
O	6.663	0.999	23.427	-0.312	0.335	-0.194
O	14.212	3.723	22.857	-0.01	0.143	0.401
O	4.474	9.441	23.516	-0.42	0.206	0.181
O	7.458	3.469	24.181	0.396	0.282	0.223
O	10.232	6.944	27.601	0.378	-0.098	0.098
O	11.629	5.493	25.909	0.103	0.006	-0.265
O	-0.483	10.675	28.96	-0.385	-0.275	0.279
O	1.603	12.764	26.07	0.03	0.023	0.421
O	3.542	15.382	23.454	-0.268	0.679	-0.256
O	2.554	12.982	23.705	-0.092	-0.405	-0.027
O	6.409	15.167	21.809	-0.247	0.2	0.113
O	13.686	12.484	23.531	-0.28	0.691	0.043
O	10.991	-0.214	24.034	0.046	-0.574	0.262
O	-0.174	1.115	29.843	-0.103	-0.363	-0.393
O	6.813	7.01	26.346	0.034	-0.102	0.681
O	9.69	4.36	27.385	-0.359	-0.386	-0.293
O	10.285	5.866	31.859	0.107	0.489	0.018
O	12.119	3.909	32.065	0.454	0.456	-0.34
O	6.715	10.701	23.899	0.093	0.669	0.181
O	13.901	9.894	23.59	-0.464	-0.578	0.157
O	8.446	15.397	23.497	0.224	-0.602	0.254
O	15.78	12.892	30.505	0.587	0.15	0.407
O	14.602	-0.246	27.299	0.014	-0.445	0.375
O	4.065	2.45	24.578	-0.15	0.156	0.194
O	1.648	4.129	26.892	-0.199	-0.328	-0.084
O	13.868	4.089	26.276	-0.157	-0.225	-0.44
O	1.625	6.02	22.217	-0.375	-0.201	-0.402
O	4.819	7	27.937	0.172	-0.097	0.637
O	-0.148	9.402	22.036	-0.106	-0.212	0.136
O	13.238	5.926	27.95	0.051	0.27	0.155
O	15.835	8.501	24.54	0.177	-0.21	-0.192
O	15.299	13.481	25.647	-0.356	-0.004	0.423
O	3.411	14.647	31.687	0.106	0.062	-0.555
O	4.282	0.28	25.845	-0.339	-0.154	0.363
O	7.343	4.221	21.709	0.709	-0.151	0.074
O	7.044	6.008	23.801	-0.059	0.349	-0.174
O	4.532	7.414	25.23	-0.15	-0.715	-0.315
O	9.04	9.316	27.876	-0.321	-0.377	-0.135
O	9.479	7.683	29.993	-0.175	0.411	0.231
O	9.096	6.091	25.403	0.224	0.004	-0.476
O	4.07	11.64	25.506	0.519	-0.042	-0.479
O	0.787	6.864	32.273	-0.216	-0.292	0.399
O	2.697	9.832	30.066	0.328	-0.05	0.652
O	3.795	14.139	25.742	0.281	0.134	0.692
O	13.132	11.304	25.784	0.408	-0.212	0.227
O	13.64	15.402	24.381	-0.194	-0.342	0.001
O	12.401	13.366	27.397	-0.045	0.393	-0.275
O	12.371	0.575	26.089	-0.184	0.118	0.264
O	12.321	15.769	28.508	-0.215	0.161	0.162
O	13.432	1.989	27.974	-0.292	0.121	0.264
O	5.748	5.187	32.341	0.34	-0.293	-0.289
O	14.599	7.544	31.507	0.087	-0.267	0.133
O	13.809	4.667	30.195	-0.337	-0.254	0.215
O	15.68	14.065	23.284	0.226	0.143	-0.508
O	12.941	11.066	28.377	0.782	0.062	0.319
O	9.197	10.194	23.343	-0.022	0.035	0.038
O	13.979	6.749	25.595	-0.298	0.207	-0.468
O	13.293	13.738	29.949	-0.108	0.101	-0.015
O	0.87	0.396	27.526	0.517	-0.488	-0.33
O	2.258	5.471	24.776	0.415	0.035	0.095
O	2.546	3.695	22.913	-0.26	-0.325	-0.203
O	3.419	4.756	28.681	0.46	0.1	0.23
O	-0.199	5.815	30.068	0.405	0.04	-0.311
O	15.259	8.583	27.092	-0.277	-0.086	0.154
O	1.318	9.129	27.959	0.308	-0.298	-0.43
O	2.953	9.411	25.737	-0.419	-0.002	0.275
O	-0.226	-0.345	25.19	0.291	0.146	-0.062
O	3.55	10.972	27.897	-0.162	0.311	-0.179
O	-0.183	13.094	27.966	-0.449	0.753	0.027
O	6.329	1.904	25.893	0.249	0.166	0.627
O	2.175	-0.128	29.738	0.204	-0.209	-0.458
O	4.404	12.477	32.748	-0.142	-0.375	0.231
O	4.219	12.082	30.117	0.076	0.32	-0.447
O	2.869	0.856	31.989	0.037	0.305	-0.251
O	4.058	3.078	32.674	0.083	-0.036	-0.616
O	12.717	10.33	33.511	-0.373	0.07	0.091
O	1.713	12.15	29.446	0.155	0.504	0.389
O	5.102	10.259	31.66	0.001	-0.279	-0.151
O	5.508	7.789	32.004	-0.119	-0.103	-0.274
O	8.804	0.898	31.617	-0.105	-0.103	-0.691
O	7.742	14.988	32.274	-0.385	0.147	-0.103
O	9.55	3.359	32.135	-0.392	0.033	-0.017
O	9.03	12.845	31.149	0.167	-0.101	-0.044
O	7.806	6.62	31.652	0.063	-0.055	0.075
O	3.136	5.632	32.204	-0.392	0.033	-0.496
O	9.637	2.628	29.606	-0.317	-0.286	-0.28
O	8.855	5.134	29.759	-0.559	-0.138	-0.332
O	10.779	11.239	26.879	-0.058	0.194	-0.124
O	8.415	10.806	25.904	-0.275	0.227	0.199
O	10.986	11.217	30.165	-0.189	-0.281	0.487
O	11.392	9.004	28.742	0.511	-0.061	-0.165
O	-0.383	3.363	31.043	0.521	0.367	0.402
O	13.81	1.923	31.217	-0.066	-0.114	-0.231
O	15.774	0.903	32.429	0.092	0.176	0.444
O	-0.152	10.948	26.443	-0.224	-0.311	-0.327
O	0.433	8.364	30.235	-0.289	0.53	0.186
O	15.428	3.736	28.424	0.289	0.263	-0.319
O	2.011	2.397	28.855	-0.219	0.101	0.169
O	2.712	7.283	29.503	0.185	-0.057	0.443
O	14.683	14.764	31.938	-0.408	-0.076	-0.006
O	10.733	13.737	29.373	-0.262	0.584	0.023
O	12.453	6.903	30.132	-0.433	0.034	-0.028
O	0.079	4.648	23.682	-0.179	-0.092	0.747
Si	16.128	16.147	5.452	-0.01	-0.015	0.005
Si	2.536	2.554	5.455	-0.018	0.01	0.002
Si	16.151	5.282	5.496	0.013	0.017	0.022
Si	2.584	8.033	5.497	0.002	0.007	0.017
Si	16.14	10.77	5.5	-0.02	0.004	0.011
Si	2.573	13.482	5.39	-0.011	-0.007	-0.014
Si	5.282	16.115	5.419	-0.007	-0.017	-0.006
Si	7.983	2.477	5.396	0.007	-0.004	-0.012
Si	5.313	5.235	5.457	-0.006	-0.021	-0.005
Si	7.997	7.973	5.4	0.011	-0.003	-0.015
Si	5.256	10.74	5.394	0.012	-0.001	0.005
Si	7.988	13.408	5.416	0.02	0.001	0.003
Si	10.683	16.134	5.421	0.007	0.013	-0.004
Si	13.395	2.551	5.503	0.015	0.012	0.015
Si	10.692	5.238	5.49	-0.007	0.01	0.015
Si	13.397	7.995	5.476	-0.006	-0.018	-0.005
Si	10.695	10.719	5.416	0.006	0.009	0.009
Si	13.426	13.444	5.406	-0.014	0	-0.001
Si	1.179	1.188	6.811	-0.008	-0.004	-0.009
Si	3.909	3.909	6.81	0.005	0.007	0.003
Si	1.201	6.655	6.827	-0.007	0.004	-0.004
Si	3.94	9.392	6.825	-0.026	-0.001	0.001
Si	1.213	12.132	6.8	-0.004	-0.011	0.002
Si	3.914	14.793	6.802	0.024	-0.005	0.003
Si	6.626	1.159	6.79	0.005	-0.01	0
Si	9.308	3.866	6.797	0.001	0.016	-0.005
Si	6.652	6.624	6.8	0.002	-0.007	0
Si	9.346	9.338	6.777	0.002	0.001	-0.007
Si	6.624	12.06	6.782	-0.001	0.013	0.004
Si	9.337	14.773	6.786	-0.011	-0.013	0.006
Si	12.039	1.161	6.817	0.01	0.011	-0.004
Si	14.779	3.917	6.838	-0.029	-0.004	-0.001
Si	12.053	6.62	6.833	0.001	-0.012	0.001
Si	14.777	9.366	6.818	0.016	-0.001	-0.005
Si	12.063	12.081	6.775	-0.012	0	-0.003
Si	14.775	14.784	6.807	0.01	0.005	-0.001
Si	16.144	2.546	8.183	-0.003	0.011	-0.013
Si	2.551	16.155	8.167	-0.01	0.006	-0.004
Si	16.149	8.01	8.171	-0.005	-0.016	0.001
Si	2.559	5.279	8.177	0.004	0.003	-0.011
Si	16.156	13.453	8.175	-0.003	0.016	-0.004
Si	2.551	10.74	8.163	0.009	-0.003	-0.003
Si	5.266	2.534	8.155	-0.002	0.008	-0.012
Si	7.981	16.127	8.155	-0.001	-0.007	-0.002
Si	5.286	7.993	8.163	0.009	0.012	-0.01
Si	7.979	5.251	8.172	0.001	-0.001	0.001
Si	5.266	13.417	8.151	-0.021	-0.017	0.002
Si	7.982	10.694	8.148	0.002	-0.009	-0.012
Si	10.686	2.532	8.164	-0.001	-0.021	-0.005
Si	13.419	16.138	8.176	-0.01	-0.01	0.002
Si	10.69	7.992	8.171	-0.01	-0.014	-0.004
Si	13.423	5.275	8.19	0.029	0.022	0.005
Si	10.704	13.423	8.154	0.022	0.01	-0.002
Si	13.413	10.728	8.164	-0.011	0.002	-0.007
Si	1.193	3.916	9.533	-0.003	0.004	0.004
Si	3.906	1.192	9.533	0.006	-0.003	0.006
Si	1.197	9.365	9.521	-0.019	0.006	-0.005
Si	3.916	6.643	9.535	-0.012	0.002	0.008
Si	1.192	14.805	9.541	-0.005	-0.004	0.004
Si	3.909	12.078	9.532	0.005	0.002	0.005
Si	6.603	3.902	9.53	-0.014	0.001	0.004
Si	9.332	1.172	9.519	0.002	0.014	-0.005
Si	6.628	9.349	9.536	0.008	-0.017	0.006
Si	9.334	6.624	9.527	0.01	-0.003	0.008
Si	6.622	14.774	9.512	0.008	0.01	-0.003
Si	9.342	12.054	9.512	-0.005	0.002	0.001
Si	12.055	3.896	9.52	-0.008	0.011	-0.011
Si	14.787	1.182	9.539	0.003	0	0.003
Si	12.056	9.362	9.524	0.01	-0.004	0.005
Si	14.793	6.644	9.526	-0.003	-0.003	-0.006
Si	12.062	14.772	9.529	-0.003	-0.004	0.003
Si	14.795	12.076	9.523	0.016	-0.008	0

Results
total energy: -115455.786 eV
total energy less fixed offsets of O -438.35, Si -107.03 eV per atom: 10.554 eV
